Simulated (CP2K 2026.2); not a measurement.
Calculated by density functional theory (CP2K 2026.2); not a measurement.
Periodic cell of 504 atoms, Si360O144, from a study of silicon, its oxide and their interface. The atomic structure is a simulated model.
Doubt: the forces sum to 1.00 eV/angstrom along one axis rather than to zero, so they err by at least 0.0020 eV/angstrom per atom on average; the grid cutoff is modest.

Settings
functional: PBE
method: Gaussian and plane waves
basis set: DZVP-MOLOPT-SR-GTH
pseudopotentials: GTH-PBE
grid cutoff: 300 Ry, relative cutoff 40 Ry
k points: Gamma only
occupations: fixed
spin: none
net charge: 0

Cell vectors (angstrom)
a	16.32	0	0
b	0	16.32	0
c	-6.1362	-3.5766	33.5231

Atoms and the computed forces on them: element, x, y, z (angstrom), force x, y, z (eV/angstrom)
Si	1.637	-1.45	0.054	-0.179	0.084	0.708
Si	4.324	1.183	-0.126	-0.135	0.215	0.697
Si	1.124	4.171	0.139	0.194	-0.112	0.762
Si	3.769	7.064	0.157	0.093	-0.233	0.803
Si	1.53	-7.019	0.014	-0.179	0.267	0.689
Si	3.805	-3.727	-0.016	0.088	-0.238	0.708
Si	6.44	-1.134	0.06	0.173	0.047	0.722
Si	9.38	1.604	-0.019	0.086	-0.22	0.706
Si	7.193	3.867	-0.001	-0.214	0.051	0.728
Si	9.305	6.872	0.231	0.258	-0.01	0.715
Si	7.036	9.029	-0.04	-0.146	0.37	0.733
Si	-6.436	-4.482	0.097	-0.234	0.108	0.789
Si	-3.936	-1.647	0.128	-0.114	0.167	0.759
Si	-1.782	1.583	0.09	0.225	-0.114	0.728
Si	-3.818	3.971	0.156	-0.221	0.094	0.773
Si	-1.049	6.443	0.038	-0.195	0.232	0.795
Si	-4.099	-6.583	0.151	0.085	-0.196	0.682
Si	-1.543	-3.657	0.119	0.059	-0.176	0.688
Si	2.808	0.075	1.342	0.028	0.017	-0.042
Si	5.499	2.737	1.214	0.023	0.005	-0.064
Si	2.692	5.394	1.389	-0.015	0.006	-0.058
Si	5.424	8.127	1.408	-0.01	-0.001	-0.055
Si	2.691	-5.381	1.259	-0.01	-0.01	-0.041
Si	5.35	-2.678	1.409	0	0.002	-0.044
Si	8.157	0.001	1.243	-0.005	0.02	-0.067
Si	-5.45	2.774	1.366	-0.005	0.015	-0.033
Si	8.125	5.389	1.534	0.009	-0.007	-0.052
Si	-5.352	8.117	1.353	-0.003	0.017	-0.055
Si	8.13	-5.561	1.225	0.004	-0.016	-0.068
Si	-5.441	-2.831	1.438	-0.005	-0.001	-0.071
Si	-2.835	-0.008	1.425	-0.002	-0.018	-0.064
Si	-0.084	2.632	1.387	-0.03	0.018	-0.068
Si	-2.625	5.442	1.476	0.003	-0.01	-0.089
Si	-0.021	8.139	1.319	0.001	-0.024	-0.078
Si	-2.615	-5.34	1.418	0.004	0.007	-0.061
Si	0.022	-2.543	1.412	0.013	-0.01	-0.046
Si	1.367	1.346	2.7	-0.009	-0.002	0.016
Si	4.126	4.048	2.656	0.01	-0.014	0.002
Si	1.339	6.792	2.732	-0.005	-0.002	0.043
Si	4.081	9.599	2.671	-0.03	-0.01	0.008
Si	1.336	-4.052	2.683	0.003	0.004	0.018
Si	4.054	-1.314	2.789	0.01	0.002	0.03
Si	6.822	1.371	2.656	-0.005	-0.01	0.032
Si	9.556	4.078	2.81	0.019	-0.003	0.035
Si	6.724	6.753	2.806	0.009	0.03	0.01
Si	9.522	-6.85	2.687	-0.004	0.011	0.014
Si	6.804	-4.116	2.602	0.01	-0.018	-0.001
Si	-6.839	-1.377	2.651	0.013	0.019	0.009
Si	-4.164	1.369	2.761	-0.008	0.006	0.03
Si	-1.336	4.03	2.816	0.008	0.003	0.054
Si	-4.035	6.8	2.76	-0.005	-0.014	0.008
Si	-1.328	-6.804	2.712	0.009	0.013	0.015
Si	-4.037	-4.09	2.819	-0.011	-0.034	0.046
Si	-1.364	-1.259	2.781	-0.014	0.011	0.029
Si	0.022	0.039	4.128	-0.013	0.006	0.006
Si	2.739	2.721	4.036	0.009	0.002	-0.007
Si	0.018	5.432	4.127	-0.001	0.006	-0.014
Si	2.728	8.188	4.036	0.013	-0.009	-0.02
Si	0.021	-5.436	4.069	0.012	0.015	-0.006
Si	2.688	-2.713	4.088	-0.01	0.01	-0.013
Si	5.472	0.031	4.077	0.005	0.007	-0.015
Si	8.157	2.696	4.091	-0.026	-0.006	-0.02
Si	5.392	5.39	4.123	-0.001	-0.009	0.026
Si	8.156	-8.183	4.078	0.027	-0.001	-0.016
Si	5.453	-5.41	4.044	0	0.001	0.014
Si	8.137	-2.746	4.009	-0.003	-0.011	0.006
Si	-5.503	-0.027	4.076	-0.006	0.004	0.003
Si	-2.755	2.698	4.123	0.013	0.007	-0.002
Si	-5.401	5.45	4.126	-0.006	-0.014	0.01
Si	-2.699	8.182	4.095	0.006	-0.001	0.003
Si	-5.452	-5.476	4.087	-0.002	-0.012	-0.024
Si	-2.694	-2.683	4.122	-0.003	0.002	0
Si	1.351	-1.367	16.327	-0.001	-0.001	-0.011
Si	4.068	1.354	16.332	0.013	-0.008	-0.005
Si	1.347	4.066	16.357	-0.005	-0.013	0
Si	4.095	6.804	16.31	-0.005	0.002	-0.01
Si	1.366	-6.782	16.306	-0.006	-0.003	-0.015
Si	4.086	-4.079	16.341	0.002	0.001	-0.015
Si	6.792	-1.374	16.299	0.002	-0.02	-0.009
Si	-6.783	1.36	16.31	0.004	0.007	-0.003
Si	6.792	4.085	16.32	-0.007	0.009	-0.005
Si	-6.811	6.796	16.313	-0.004	0	-0.008
Si	6.779	-6.803	16.292	-0.007	0.003	-0.018
Si	-6.78	-4.055	16.297	0	0.005	-0.005
Si	-4.087	-1.343	16.326	0.013	0.006	-0.003
Si	-1.347	1.352	16.335	-0.001	0.001	-0.004
Si	-4.081	4.082	16.283	-0.008	0	-0.011
Si	-1.358	6.8	16.329	-0.001	0.007	-0.007
Si	-4.071	9.515	16.317	0.003	-0.008	-0.01
Si	-1.355	-4.089	16.314	0.002	0.011	-0.003
Si	2.69	0.003	17.694	-0.003	-0.006	-0.005
Si	5.439	2.714	17.677	-0.018	0.013	0.018
Si	2.745	5.441	17.661	0.021	0.001	0.016
Si	5.448	8.157	17.689	0.011	0.008	0
Si	2.742	-5.464	17.694	-0.012	-0.004	-0.004
Si	5.423	-2.687	17.699	0.003	-0.006	0.021
Si	8.199	-0.055	17.631	-0.003	-0.008	-0.012
Si	-5.436	2.751	17.657	-0.008	-0.021	0.018
Si	8.127	5.464	17.686	0.004	0.006	0.003
Si	-5.421	8.131	17.658	0.005	0.017	0.016
Si	8.137	-5.407	17.591	-0.012	0	0
Si	-5.433	-2.703	17.697	-0.013	-0.01	0.002
Si	-2.724	0.012	17.687	-0.011	-0.006	0.023
Si	-0.011	2.695	17.742	0.008	-0.003	-0.01
Si	-2.725	5.411	17.661	-0.001	0.011	0.003
Si	-0.015	-8.109	17.659	-0.009	-0.012	-0.001
Si	-2.731	-5.424	17.679	0.02	-0.003	-0.005
Si	0.023	-2.762	17.681	0.005	0.01	0.009
Si	1.35	1.325	19.114	-0.008	-0.006	-0.006
Si	4.069	4.063	19.056	-0.002	0.006	-0.025
Si	1.41	6.88	18.951	0.028	0.011	-0.036
Si	4.145	-6.78	19.067	-0.005	0.011	-0.007
Si	1.387	-4.127	19.063	-0.01	0.008	-0.027
Si	4.007	-1.359	19.072	-0.002	-0.021	-0.031
Si	6.83	1.287	18.939	-0.015	0.002	-0.014
Si	-6.817	4.104	19.006	0.008	0.005	-0.022
Si	6.755	6.789	19.09	0.009	-0.028	-0.014
Si	-6.852	9.52	18.898	-0.003	-0.005	-0.051
Si	6.865	-4.016	19	0.019	0.001	-0.034
Si	9.559	-1.332	19.079	-0.005	0.017	-0.002
Si	-4.049	1.446	19.036	0.023	0.001	-0.037
Si	-1.401	4.067	19.07	-0.021	-0.015	-0.004
Si	-4.067	6.748	19.036	-0.01	-0.002	-0.003
Si	-1.389	-6.771	19.051	0.002	0.02	-0.03
Si	-4.101	-4.087	19.056	0.018	-0.004	-0.004
Si	-1.392	-1.434	18.998	-0.024	0.01	-0.045
Si	-0.053	-0.103	20.376	-0.009	0.003	0.06
Si	2.696	2.723	20.468	0.009	0.01	0.06
Si	0.023	5.506	20.231	0.021	0.002	0.048
Si	2.785	8.172	20.4	-0.006	-0.011	0.071
Si	0.002	-5.449	20.438	0	-0.011	0.044
Si	2.704	-2.78	20.48	0.026	0.002	0.054
Si	5.431	0.022	20.331	0.002	-0.003	0.035
Si	8.194	2.629	20.272	0.015	0.003	0.042
Si	5.43	5.394	20.479	-0.008	-0.004	0.056
Si	8.163	8.201	20.328	-0.002	0.012	0.072
Si	5.53	-5.371	20.361	-0.007	0.022	0.081
Si	8.213	-2.687	20.451	-0.013	-0.011	0.044
Si	-5.387	0.077	20.383	0.006	0.016	0.058
Si	-2.752	2.775	20.535	0.002	-0.005	0.049
Si	-5.472	5.432	20.418	-0.003	0	0.037
Si	-2.737	-8.174	20.387	0.005	-0.018	0.036
Si	-5.55	-5.462	20.288	-0.01	-0.006	0.045
Si	-2.731	-2.765	20.44	0.005	0.014	0.057
Si	0.982	-1.746	21.714	0.103	0.072	-0.751
Si	4.364	1.593	21.701	-0.183	-0.05	-0.704
Si	1.469	4.379	21.634	0.012	-0.258	-0.706
Si	3.768	6.51	21.746	0.243	0.084	-0.769
Si	1.235	-6.991	21.719	0.168	0.251	-0.691
Si	4.454	-3.801	21.729	-0.244	-0.122	-0.75
Si	6.596	-1.486	21.67	0.242	0.089	-0.718
Si	-6.544	1.637	21.713	-0.084	-0.167	-0.79
Si	6.654	3.711	21.609	0.006	0.247	-0.676
Si	-6.654	7.027	21.673	-0.152	-0.174	-0.724
Si	7.124	-6.498	21.651	-0.095	-0.077	-0.745
Si	9.351	-4.298	21.772	0.106	0.205	-0.727
Si	-3.827	-1.093	21.674	-0.127	-0.114	-0.795
Si	-1.592	1.074	21.69	0.086	0.152	-0.796
Si	-4.382	3.936	21.875	0.227	0.116	-0.673
Si	-1.009	7.078	21.587	-0.296	-0.16	-0.731
Si	-4.475	-7.083	21.545	0.178	-0.034	-0.731
Si	-1.226	-3.98	21.807	-0.148	-0.165	-0.716
Si	-2.727	-3.507	-4.783	0.016	0.054	0
Si	-7.188	-7.54	26.16	-0.053	-0.015	0.018
Si	-4.9	1.084	-6.82	0.063	-0.058	0.078
Si	7.125	-7.288	-5.814	0.03	-0.009	-0.014
Si	1.74	-6.124	24.739	0.037	0.025	-0.128
Si	7.752	-1.938	-2.546	0.081	0.036	0.107
Si	-5.603	5.832	-6.77	0.017	-0.003	0.008
Si	6.777	4.814	-2.98	0.14	-0.081	0.116
Si	-5.825	-0.362	-2.092	0.109	0.036	0.137
Si	-4.988	-5.581	-4.475	0.056	-0.033	0.022
Si	1.518	3.481	-4.887	-0.009	-0.055	0.132
Si	-5.228	5.84	-1.903	-0.038	-0.053	0.184
Si	7.052	-0.028	-4.628	0.101	0.047	-0.056
Si	6.361	-4.636	-7.059	-0.082	-0.023	-0.088
Si	0.85	-0.794	-2.862	-0.041	-0.074	0.105
Si	-1.502	3.882	-4.245	0.013	0.026	-0.033
Si	2.125	1.591	-7.133	-0.04	-0.048	-0.14
Si	2.614	-0.774	-5.27	-0.109	-0.04	0.049
Si	-1.35	3.862	26.244	-0.06	0.071	-0.1
Si	6.488	-7.023	24.563	-0.008	-0.023	-0.05
Si	-2.763	-5.883	23.795	0.085	0.028	-0.074
Si	6.825	-6.519	-2.973	-0.049	-0.061	0.14
Si	5.118	6.774	24.485	-0.04	-0.057	0.048
Si	4.083	-3.209	-5.513	-0.047	-0.155	-0.075
Si	2.855	3.034	-2.209	0.017	-0.029	0.08
Si	-3.217	3.765	-6.948	-0.054	-0.049	0.04
Si	-7.278	-4.434	-2.818	0.055	-0.092	0.119
Si	-3.763	-7.778	-2.535	0.095	0.047	0.008
Si	-7.332	2	-5.038	-0.091	0.008	0.045
Si	-1.469	1.029	-2.933	-0.029	0.058	0.074
Si	0.179	2.63	23.783	-0.019	0.093	-0.101
Si	-6.753	4.714	-4.18	-0.023	-0.043	-0.006
Si	-0.453	-3.696	-2.757	0.018	0.034	0.109
Si	-3.755	5.381	24.722	-0.009	-0.042	-0.152
Si	-6.229	-7.54	-6.641	-0.013	-0.019	0
Si	1.788	-2.686	-7.164	0.003	-0.105	-0.064
Si	4.464	-4.734	24.703	-0.032	-0.082	-0.101
Si	7.925	5.409	23.778	0.065	0.053	-0.171
Si	-1.604	6.699	-3.046	0.078	-0.056	0.128
Si	-5.679	-2.405	23.897	-0.042	-0.031	-0.184
Si	0.498	7.985	-4.841	-0.058	-0.01	0.048
Si	1.413	-1.147	24.664	-0.106	-0.066	-0.011
Si	-1.868	7.506	24.32	-0.032	0.058	-0.077
Si	-3.83	-0.542	-4.398	0.004	-0.034	0.055
Si	-7.932	-0.183	23.876	-0.022	-0.058	-0.18
Si	-1.219	-1.357	25.974	0.116	0.003	-0.107
Si	-6.612	5.619	26.122	0.079	0.086	-0.062
Si	4.281	-4.822	-2.888	-0.007	0.015	0.112
Si	1.462	-6.064	-2.89	-0.078	0.025	0.198
Si	2.973	1.201	24.397	0.037	-0.035	-0.021
Si	4.232	5.864	-2.661	-0.162	-0.035	0.049
Si	2.872	6.237	-5.203	-0.039	0.093	0.032
Si	6.174	2.576	-5.008	0.06	0.13	-0.02
Si	0.606	-3.696	25.912	-0.032	0.095	-0.031
Si	1.347	-1.364	5.465	0.008	-0.015	0.01
Si	4.087	1.369	5.427	-0.008	0	-0.001
Si	1.4	4.077	5.443	-0.011	0.001	0.01
Si	4.054	6.809	5.431	-0.02	-0.004	0.009
Si	1.379	9.529	5.428	0.003	-0.002	0.008
Si	4.088	-4.063	5.42	-0.002	-0.003	0.006
Si	6.805	-1.376	5.41	0.019	0.01	0.008
Si	9.492	1.332	5.459	0.008	0.003	0.008
Si	6.796	4.057	5.452	0.009	-0.002	0.012
Si	9.522	6.799	5.452	0.002	0.005	0.015
Si	6.798	-6.793	5.411	-0.003	0	0.009
Si	9.508	12.24	5.406	-0.003	0.006	-0.004
Si	-4.098	-1.346	5.446	0.011	0.01	0.003
Si	-1.361	1.375	5.474	0.012	0.014	0.016
Si	-4.075	4.077	5.486	-0.008	-0.009	0.012
Si	-1.352	6.805	5.456	-0.014	-0.002	0.005
Si	-4.083	-6.809	5.455	-0.011	-0.009	0.015
Si	-1.345	-4.081	5.444	0.001	-0.007	0.011
Si	2.729	0.004	6.793	-0.008	-0.004	0.005
Si	5.433	2.713	6.814	0.002	0.007	0.001
Si	2.721	5.451	6.815	0.009	0.007	0
Si	5.442	-8.158	6.777	0.004	-0.006	-0.001
Si	2.738	-5.435	6.787	0.006	0.006	0.001
Si	5.44	-2.712	6.789	-0.006	0.004	-0.003
Si	8.147	-0.03	6.809	-0.004	-0.006	0
Si	10.865	2.705	6.809	0.001	0.001	0.002
Si	8.159	5.431	6.8	0.002	-0.008	0.001
Si	10.881	8.154	6.816	0.002	0.001	-0.003
Si	8.153	10.886	6.781	0.005	-0.001	-0.001
Si	10.868	-2.727	6.787	-0.005	0.004	0
Si	-2.727	0.001	6.813	-0.001	0.002	-0.003
Si	0.016	2.735	6.809	-0.007	0	0
Si	-2.709	5.447	6.824	0	0.003	0.003
Si	0.014	8.171	6.798	0	-0.002	0.001
Si	-2.719	-5.436	6.798	-0.008	0	-0.004
Si	0	-2.728	6.821	-0.001	0.004	0.002
Si	1.368	1.36	8.159	-0.002	0.006	-0.012
Si	4.083	4.087	8.168	0.004	0.004	0
Si	1.357	6.806	8.168	-0.001	-0.006	0.004
Si	4.088	-6.801	8.15	-0.003	0.001	-0.008
Si	1.374	-4.086	8.161	-0.004	0.002	-0.004
Si	4.083	-1.356	8.156	0.003	0.001	0.003
Si	6.791	1.344	8.164	-0.006	-0.012	0.001
Si	9.514	4.074	8.167	-0.01	-0.006	0
Si	6.797	6.8	8.147	0.009	0.006	-0.005
Si	9.515	9.529	8.152	0.006	-0.006	-0.001
Si	6.798	-4.078	8.149	0.004	0.007	-0.007
Si	9.519	-1.373	8.164	-0.003	0.009	-0.002
Si	-4.084	1.36	8.171	0.005	0.006	-0.002
Si	-1.345	4.088	8.174	0.013	0.015	0.001
Si	-4.079	6.799	8.176	-0.011	-0.007	-0.001
Si	-1.356	-6.797	8.157	-0.007	-0.001	-0.01
Si	-4.085	-4.079	8.152	0.004	0	-0.002
Si	-1.367	-1.365	8.168	-0.012	-0.012	0.001
Si	0.002	0.001	9.516	0.004	0.002	-0.006
Si	2.722	2.721	9.523	-0.006	0.005	-0.005
Si	0.004	5.447	9.535	-0.013	0.004	0.002
Si	2.726	-8.156	9.518	-0.003	-0.005	-0.001
Si	0.005	-5.442	9.518	0.003	0	-0.005
Si	2.725	-2.717	9.517	0.003	-0.001	0
Si	5.435	-0.005	9.53	-0.001	0.005	0
Si	8.152	2.712	9.52	0.004	0.001	-0.002
Si	5.442	5.446	9.521	0.002	-0.003	-0.001
Si	8.158	8.16	9.508	-0.007	-0.001	-0.002
Si	5.442	-5.438	9.512	0.003	-0.007	-0.002
Si	8.156	-2.726	9.522	0.006	0.001	0.001
Si	-5.443	-0.007	9.522	0.003	-0.01	-0.003
Si	-2.716	2.723	9.522	0.001	0	-0.004
Si	-5.441	5.434	9.524	0.005	0.001	0
Si	-2.715	-8.155	9.524	0.001	-0.002	-0.001
Si	-5.442	-5.438	9.515	-0.002	0.005	-0.001
Si	-2.726	-2.725	9.522	-0.006	0.005	0.003
Si	1.362	-1.357	10.877	-0.007	-0.005	-0.003
Si	4.078	1.36	10.887	0.005	-0.001	-0.002
Si	1.364	4.08	10.886	0.001	0.001	-0.001
Si	4.08	-9.518	10.882	0.002	0	0.003
Si	1.361	-6.802	10.879	-0.002	-0.003	-0.002
Si	4.083	-4.079	10.875	-0.002	0.002	0.002
Si	6.799	-1.364	10.882	-0.003	0.001	0.001
Si	9.518	1.357	10.878	-0.001	0.003	-0.002
Si	6.795	4.078	10.879	-0.004	0.002	0
Si	9.519	6.802	10.873	0	-0.001	-0.002
Si	6.799	9.518	10.871	0.011	0.001	-0.001
Si	9.52	-4.082	10.88	-0.001	0	0.002
Si	-4.083	-1.364	10.882	0.004	0.004	0.005
Si	-1.355	1.361	10.878	-0.005	0	-0.002
Si	-4.077	4.079	10.884	-0.001	0.001	0.003
Si	-1.361	6.802	10.888	0.01	-0.002	0.006
Si	-4.078	-6.793	10.877	-0.005	-0.002	0
Si	-1.356	-4.081	10.877	-0.003	-0.001	0
Si	2.718	-0.002	12.245	0.001	0.008	0
Si	5.434	2.723	12.247	0.002	0.003	0.004
Si	2.723	5.439	12.245	-0.007	-0.004	0.003
Si	5.44	-8.156	12.236	-0.001	0.001	0.001
Si	2.716	-5.435	12.231	-0.003	-0.008	0.003
Si	5.439	-2.722	12.242	0.003	-0.003	0.006
Si	8.155	0.004	12.238	0.001	-0.003	0.001
Si	10.882	2.715	12.238	0.002	-0.004	0.002
Si	8.16	5.438	12.23	0.005	0.001	-0.001
Si	10.88	8.165	12.232	0.004	0.004	0.002
Si	8.159	10.874	12.232	-0.003	-0.004	0.001
Si	10.879	-2.722	12.243	-0.003	0.001	0.005
Si	-2.716	-0.003	12.232	-0.001	-0.005	0.002
Si	0.003	2.719	12.243	0.002	0.004	0.002
Si	-2.72	5.44	12.247	-0.005	0.003	0.004
Si	0.006	8.155	12.244	-0.009	-0.004	0
Si	-2.714	-5.438	12.24	0.007	0.003	0.003
Si	0.001	-2.715	12.237	0.004	0.009	0.001
Si	1.359	1.357	13.606	-0.007	-0.006	0.005
Si	4.072	4.079	13.613	0.001	0.005	0.003
Si	1.36	6.791	13.609	0.008	0.001	0.002
Si	4.068	-6.799	13.59	-0.004	0.012	0.006
Si	1.366	-4.069	13.595	-0.01	0.002	0.002
Si	4.08	-1.362	13.604	0.005	-0.012	0.006
Si	6.797	1.364	13.603	-0.007	0.01	0
Si	9.515	4.074	13.591	0.005	0.007	0.004
Si	6.805	-9.519	13.587	0.001	-0.005	0.003
Si	9.524	9.526	13.596	-0.004	-0.006	-0.003
Si	6.796	-4.093	13.592	0.011	-0.003	0.003
Si	9.515	-1.355	13.592	-0.002	0.004	0.004
Si	-4.069	1.357	13.592	0.005	-0.005	-0.001
Si	-1.355	4.08	13.605	-0.001	-0.007	0.007
Si	-4.085	6.805	13.596	-0.008	0.007	0.006
Si	-1.354	9.516	13.596	0.011	-0.01	0
Si	-4.069	-4.075	13.603	0	-0.003	0.006
Si	-1.361	-1.359	13.599	-0.005	0.008	-0.002
Si	-0.001	-0.006	14.962	0.005	0.002	-0.004
Si	2.706	2.717	14.977	0.005	0.003	0.005
Si	0.003	5.432	14.978	-0.007	-0.002	-0.001
Si	2.72	8.159	14.959	-0.007	-0.003	-0.005
Si	0.005	-5.432	14.943	0.002	0	0.001
Si	2.725	-2.72	14.972	-0.002	0.008	0.003
Si	5.435	0.006	14.961	0	0.004	-0.005
Si	8.159	2.721	14.965	0	-0.004	-0.001
Si	5.448	5.445	14.949	0.005	0.003	-0.002
Si	8.161	-8.156	14.949	0.008	0.005	0.002
Si	5.419	-5.439	14.95	-0.004	-0.016	-0.005
Si	8.155	-2.725	14.939	-0.009	-0.005	-0.001
Si	-5.435	0.002	14.945	-0.012	-0.004	0
Si	-2.707	2.709	14.959	-0.006	-0.003	-0.001
Si	-5.453	5.441	14.943	0.004	0.001	-0.001
Si	-2.714	8.157	14.957	0.007	-0.001	0.001
Si	-5.428	-5.439	14.955	0.008	0.008	-0.002
Si	-2.717	-2.71	14.972	0.008	0.001	-0.003
O	5.861	1.057	-4.549	-0.705	-0.294	0.156
O	5.497	-3.619	-6.153	-0.025	0.55	0.264
O	4.081	-4.486	23.15	-0.229	-0.111	0.227
O	-1.441	0.869	-1.326	0.139	-0.442	-0.002
O	4.507	-4.205	-1.409	0.657	0.066	0.125
O	4.785	-3.326	25.418	-0.18	-0.005	-0.127
O	-0.822	-2.94	26.007	-0.552	-0.426	-0.116
O	7.142	-0.766	23.025	-0.328	0.248	0.168
O	4.275	7.131	23.156	-0.044	0.511	0.465
O	-8.109	-5.394	22.22	-0.019	0.049	0.509
O	1.589	1.916	24.024	-0.017	-0.196	-0.041
O	-1.876	-4.682	23.151	-0.012	0.222	0.558
O	-5.15	5.335	25.509	0.251	0.014	0.174
O	-8.046	-5.841	-2.739	0.325	-0.361	0.191
O	0.054	-2.19	-3.034	-0.197	0.043	-0.369
O	-0.838	1.666	22.995	-0.179	-0.221	0.395
O	6.507	6.093	24.055	-0.073	-0.016	-0.161
O	3.801	4.326	-2.398	0.167	0.042	-0.326
O	7.609	4.124	22.866	0.285	-0.414	0.2
O	-0.79	7.297	25.494	0.142	-0.409	0.183
O	3.17	-5.547	25.263	0.082	-0.098	0.358
O	-1.705	2.567	-3.333	-0.285	0.069	0.129
O	1.627	7.156	-5.64	-0.067	0.008	-0.567
O	4.001	-1.592	-5.444	0.449	0.316	-0.015
O	1.271	2.628	-6.236	-0.561	0.236	-0.175
O	-5.179	-0.222	-3.561	-0.205	0.064	-0.259
O	-6.235	1.604	-6.106	-0.118	0.069	-0.26
O	8.013	-3.315	-3.34	-0.21	-0.055	-0.606
O	-3.252	-7.063	-1.168	0.597	0.188	0.01
O	0.084	4.076	-4.46	0.191	0.639	-0.05
O	-6.73	3.105	-4.033	0.375	-0.206	0.551
O	-7.799	-7.874	-6.401	-0.078	-0.209	-0.307
O	-1.6	6.842	-1.434	-0.245	0.287	-0.129
O	6.468	-7.217	22.954	-0.21	-0.461	0.022
O	3.905	-3.728	-4.001	-0.216	-0.058	0.05
O	1.651	-2.628	25.267	0.397	-0.061	-0.175
O	7.64	2.611	-5.742	0.141	0.265	-0.714
O	-7.176	-1.211	-2.205	-0.171	-0.061	-0.139
O	5.504	-2.612	22.126	-0.077	-0.014	0.384
O	-5.746	-6.394	-5.628	-0.227	0.209	-0.007
O	6.762	4.61	-1.379	0.02	0.082	-0.183
O	-6.253	-3.723	23.135	0.228	-0.26	0.366
O	2.507	4.681	-5.281	0.359	-0.276	-0.448
O	2.67	-8.143	-0.289	0.242	0.22	-0.128
O	5.403	0.006	-0.541	0.01	-0.093	-0.457
O	7.115	-5.694	-6.107	0.229	0.279	0.02
O	6.381	-7.102	-1.527	-0.643	-0.056	-0.155
O	-3.76	-4.72	-5.072	-0.071	-0.098	-0.406
O	1.611	-1.109	23.062	0.23	0.339	0.11
O	-4.019	2.381	-7.201	-0.159	0.017	-0.101
O	-6.881	-3.897	-1.346	-0.093	0.411	-0.213
O	0.528	3.935	22.891	-0.373	0.075	0.346
O	-4.239	4.797	-1.184	0.286	-0.052	-0.519
O	7.015	-7.545	-4.21	0.172	-0.294	0.293
O	-3.919	4.671	23.263	0.449	0.191	0.289
O	2.578	-0.154	25.191	0.201	-0.132	0.495
O	2.835	-3.731	-6.448	-0.163	-0.713	0.135
O	-3.975	-6.199	22.798	-0.414	0.276	0.272
O	-4.987	-2.725	25.328	-0.249	-0.083	0.259
O	5.821	-5.596	24.907	0.325	0.298	0.314
O	-2.797	2.795	-0.331	-0.03	0.023	-0.384
O	-0.696	-4.074	-1.204	0.428	-0.051	-0.067
O	0.586	-5	24.968	-0.291	-0.25	-0.4
O	-5.391	7.404	-6.436	0.576	-0.005	0.298
O	2.207	2.655	-3.652	-0.024	-0.489	0.179
O	5.506	2.68	22.169	-0.058	0.179	0.346
O	2.607	5.428	22.163	-0.004	0.013	0.379
O	-7.377	6.417	23.009	-0.113	0.39	0.157
O	-5.496	5.307	-3.387	0.483	0.063	-0.289
O	-1.875	-7.23	23.964	0.492	0.042	-0.126
O	-4.698	-1.095	-1.193	0.16	-0.024	-0.33
O	-3.48	-5.517	25.193	0.026	0.508	0.172
O	0.134	-8.153	22.001	0.189	0.044	-0.071
O	0.083	5.328	-0.34	-0.022	-0.101	-0.569
O	2.639	-2.652	-0.449	-0.291	-0.257	-0.581
O	-7.21	0.992	23.044	-0.001	0.12	0.281
O	5.069	2.97	-6.105	-0.385	0.495	0.189
O	-7.862	0.705	-4.229	0.424	-0.122	0.662
O	3.69	1.823	-1.507	0.182	-0.306	-0.337
O	-5.294	-5.576	-0.331	0.058	-0.114	-0.448
O	-1.648	-3.388	-5.979	0.34	0.493	0.173
O	4.39	6.575	-1.244	0.444	-0.074	0.09
O	-3.543	-2.124	-4.585	-0.032	-0.188	0.171
O	1.649	3.429	-1.208	-0.076	-0.376	-0.215
O	-2.281	3.664	-5.639	0.013	-0.091	-0.064
O	-4.546	-1.724	22.98	-0.11	-0.073	0.434
O	3.799	0.878	23.047	-0.06	-0.414	0.1
O	-4.023	0.131	-5.851	0.448	-0.063	-0.284
O	0.696	-4.697	-3.285	0.114	0.043	-0.186
O	4.231	5.792	25.401	-0.279	0.109	-0.02
O	7.878	0.434	25.267	0.232	0.398	0.036
O	5.649	-5.501	-3.388	0.067	0.077	-0.344
O	-5.492	2.781	22.25	-0.238	0.123	0.427
O	-8.123	5.278	-3.555	-0.215	0.423	0.216
O	-2.059	5.212	-3.497	-0.487	-0.128	-0.022
O	-5.516	8.114	22.15	0.122	0.142	0.552
O	-6.627	5.162	-5.715	-0.468	-0.166	-0.2
O	1.151	-0.645	-1.279	-0.132	0.213	-0.13
O	3.886	2.157	25.304	0.09	0.532	-0.085
O	-0.558	-7.795	-5.936	-0.295	-0.101	-0.122
O	5.531	8.158	25.219	-0.184	0.316	0.741
O	-5.732	-6.899	25.834	0.087	-0.133	-0.47
O	-5.999	-4.538	-3.774	0.094	0.412	-0.181
O	-0.523	3.01	25.165	0.041	-0.01	-0.015
O	2.223	-0.711	-3.707	0.418	0.362	0.051
O	-6.579	5.923	-1.026	-0.518	-0.497	-0.172
O	8.027	-7.158	25.037	0.144	0.179	-0.15
O	-4.208	5.027	-6.749	0.187	0.251	0.141
O	-2.784	-1.264	25.584	-0.07	0.097	-0.12
O	-4.711	7.352	-2.008	-0.192	0.219	0.086
O	-0.125	-2.845	22.266	0.111	0.156	0.275
O	2.789	0.621	-6.03	0.445	0.232	0.067
O	-3.353	6.961	24.669	-0.189	0.592	0.278
O	1.34	-7.426	25.604	0.298	-0.377	0.072
O	-2.71	-0.014	22.206	0.055	0.025	0.421
O	-7.713	4.937	25.156	0.099	-0.531	0.073
O	-6.193	1.046	-1.367	0.292	0.369	-0.58
O	1.423	-1.582	-6.037	-0.665	0.078	0.078
O	4.124	6.471	-6.178	0.212	-0.521	0.284
O	7.2	-0.594	-6.135	0.24	-0.757	-0.14
O	-1.885	-3.891	-3.463	-0.5	-0.283	0.451
O	-2.746	-2.655	-0.384	0.057	-0.296	-0.206
O	5.688	5.936	-3.349	0.203	0.563	-0.466
O	6.773	-1.141	-3.536	-0.484	-0.297	-0.008
O	-2.608	0.117	-3.594	0.117	-0.124	-0.161
O	-6.967	7.187	26.24	-0.261	-0.149	0.342
O	5.847	-7.933	-6.534	-0.273	0.288	0.193
O	1.797	-6.477	23.16	0.454	0.19	0.215
O	-0.041	0.442	-3.412	0.316	0.279	-0.532
O	-0.197	7.027	-3.746	0.124	-0.362	0.295
O	3.206	6.608	-3.655	-0.258	0.599	0.341
O	-8.042	2.728	-0.478	-0.119	0.044	-0.302
O	-8.069	7.979	-0.333	0.024	0.047	-0.384
O	-2.551	4.654	25.514	-0.088	-0.155	0.086
O	-1.473	6.561	23.057	-0.135	-0.557	0.203
O	-2.636	7.874	-3.48	0.051	0.311	-0.323
O	-6.894	-1.383	24.147	0.069	-0.152	0.162
O	-0.12	-0.67	24.988	-0.27	0.44	-0.521
O	0.935	-6.576	-1.442	-0.511	0.115	-0.117
O	1.175	-7.111	-4.063	0.316	0.176	-0.24
O	6.965	-2.093	-1.149	-0.036	-0.435	-0.049
O	-4.525	-6.666	-3.386	-0.172	0.011	0.197
O	6.263	3.456	-3.683	-0.149	-0.288	0.271
O	3.059	-5.869	-2.794	-0.039	-0.373	0.035

Results
total energy: -101658.836 eV
total energy less fixed offsets of O -438.25, Si -107.07 eV per atom: -5.636 eV
